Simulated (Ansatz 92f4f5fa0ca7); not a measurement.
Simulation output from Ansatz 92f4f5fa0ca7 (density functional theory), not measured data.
Periodic cell of 225 atoms, Si133O90H2, from a study of silicon, its oxide and their interface. The atomic structure is a simulated model.
Doubt: the cutoff is far below the 930 eV that the study's wrapper takes by default for these files, so forces and energies are approximate.
This geometry differs little from another in the collection (a relaxation step or a small displacement).

Settings: functional PBE; potential files Ansatz PAW; basis plane waves; wave-function cutoff 580 eV; density cutoff ratio 5; exchange-correlation grid ratio 1; k mesh 1 x 1 x 1, Gamma-centred; self-consistency stop 5e-08 eV per atom in the density residual; occupations fixed; spin none; net charge 0.

Cell vectors (angstrom)
a, 10.938, 0, 0
b, 0, 10.938, 0
c, 0, 0, 33.2964

Atoms: element, x, y, z (angstrom)
Si, 0.4424, -0.3445, 25.9541
Si, 5.3335, 0.3158, 25.7678
Si, 2.9514, 2.4068, 25.7626
Si, 7.9507, 3.0316, 26.0408
Si, -0.2754, 5.6239, 25.7391
Si, 5.85, 5.3248, 25.8426
Si, 2.6176, 8.3219, 25.7029
Si, 8.5718, 8.0099, 25.7725
Si, 1.5063, 1.2931, 27.2444
Si, 6.7908, 1.4098, 27.2501
Si, 4.1148, 4.1204, 26.995
Si, 9.5956, 4.1499, 27.2418
Si, 1.3838, 6.7838, 27.0336
Si, 6.9748, 6.8759, 27.1642
Si, 4.1909, 9.545, 27.0191
Si, 9.6788, 9.5281, 27.1794
Si, 2.8436, -0.0919, 28.5435
Si, 8.2276, -0.0192, 28.4947
Si, 0.043, 2.6983, 28.5081
Si, 5.4074, 2.7867, 28.5309
Si, 2.7467, 5.443, 28.4417
Si, 8.2287, 5.4849, 28.5838
Si, 0.0589, 8.1358, 28.5225
Si, 5.5071, 8.1967, 28.4707
Si, 4.1018, 1.3673, 29.8781
Si, 9.5708, 1.3673, 29.8781
Si, 1.3673, 4.1018, 29.8781
Si, 6.8362, 4.1018, 29.8781
Si, 4.1018, 6.8362, 29.8781
Si, 9.5708, 6.8362, 29.8781
Si, 1.3673, 9.5708, 29.8781
Si, 6.8362, 9.5708, 29.8781
Si, 0, 0, 31.2454
Si, 5.469, 0, 31.2454
Si, 2.7345, 2.7345, 31.2454
Si, 8.2035, 2.7345, 31.2454
Si, 0, 5.469, 31.2454
Si, 5.469, 5.469, 31.2454
Si, 2.7345, 8.2035, 31.2454
Si, 8.2035, 8.2035, 31.2454
Si, 1.3673, 1.3673, 32.6126
Si, 6.8362, 1.3673, 32.6126
Si, 4.1018, 4.1018, 32.6126
Si, 9.5708, 4.1018, 32.6126
Si, 1.3673, 6.8362, 32.6126
Si, 6.8362, 6.8362, 32.6126
Si, 4.1018, 9.5708, 32.6126
Si, 9.5708, 9.5708, 32.6126
Si, 2.7345, 0, 0.6835
Si, 8.2035, 0, 0.6835
Si, 0, 2.7345, 0.6835
Si, 5.469, 2.7345, 0.6835
Si, 2.7345, 5.469, 0.6835
Si, 8.2035, 5.469, 0.6835
Si, 0, 8.2035, 0.6835
Si, 5.469, 8.2035, 0.6835
Si, 4.1018, 1.3673, 2.0507
Si, 9.5708, 1.3673, 2.0507
Si, 1.3673, 4.1018, 2.0507
Si, 6.8362, 4.1018, 2.0507
Si, 4.1018, 6.8362, 2.0507
Si, 9.5708, 6.8362, 2.0507
Si, 1.3673, 9.5708, 2.0507
Si, 6.8362, 9.5708, 2.0507
Si, 0, 0, 3.418
Si, 5.469, 0, 3.418
Si, 2.7345, 2.7345, 3.418
Si, 8.2035, 2.7345, 3.418
Si, 0, 5.469, 3.418
Si, 5.469, 5.469, 3.418
Si, 2.7345, 8.2035, 3.418
Si, 8.2035, 8.2035, 3.418
Si, 1.3391, 1.3696, 4.8115
Si, 6.7954, 1.3882, 4.7695
Si, 4.0418, 4.1673, 4.7464
Si, 9.5625, 4.1134, 4.8194
Si, 1.3598, 6.8441, 4.8007
Si, 6.8118, 6.8433, 4.7959
Si, 4.078, 9.5757, 4.85
Si, 9.5082, 9.6273, 4.6863
Si, 2.6324, -0.0499, 6.2363
Si, 8.1571, 0.0011, 6.0971
Si, -0.0259, 2.751, 6.2218
Si, 5.345, 2.7325, 6.0503
Si, 2.7306, 5.5088, 6.2307
Si, 8.1325, 5.4315, 6.1787
Si, -0.1264, 8.2315, 5.9955
Si, 5.4573, 8.2001, 6.2339
Si, 3.7839, 1.6278, 7.421
Si, 9.6926, 1.1251, 7.4547
Si, 1.598, 3.8995, 7.536
Si, 6.5169, 4.207, 7.4248
Si, 4.3902, 6.5648, 7.5949
Si, 9.2653, 7.1284, 7.357
Si, 0.8986, 9.7433, 7.4391
Si, 7.0766, 9.3851, 7.4994
O, 9.602, 6.8103, 25.2385
O, 4.1393, 1.3554, 25.2373
O, 8.1896, 8.2419, 7.9701
O, 2.7082, 2.7562, 7.9981
O, 6.8968, 4.1254, 25.3667
O, 1.4937, 9.4806, 25.2945
O, 5.4849, 5.3815, 7.932
O, -0.1172, 0.0161, 7.9106
O, 6.9639, 3.3842, 8.788
O, 6.5479, 10.1483, 8.875
O, 10.1499, 6.563, 8.6201
O, 1.1292, 8.8506, 8.8043
O, 4.6054, 1.0585, 8.7172
O, 1.0366, 4.6229, 8.9265
O, 8.9261, 1.5609, 8.8555
O, 3.9699, 7.0431, 9.1146
O, 8.0396, 8.8411, 24.4421
O, 8.716, 2.2881, 24.8146
O, 5.5058, 6.2604, 24.5136
O, 2.005, 2.8126, 24.4642
O, 10.7593, 0.4378, 24.669
O, 0.1959, 4.7693, 24.3959
O, 7.2588, 11.8844, 20.6754
O, 6.2298, 10.7831, 24.4578
Si, 9.6749, 1.3607, 23.9155
Si, 4.5806, 6.4566, 20.5511
Si, 1.0574, 8.8988, 10.4319
Si, 17.2819, 5.2675, 15.8656
Si, 7.3487, 2.1647, 19.5823
Si, 19.3106, 14.3273, 12.6104
Si, 11.0438, 4.9755, 16.8231
Si, 9.2511, -0.6223, 16.4749
Si, 15.4325, 10.522, 19.0225
Si, 12.7175, 3.0195, 18.2798
Si, 8.3587, 2.9437, 9.5055
Si, 2.9555, 8.0141, 18.449
Si, 11.5698, 1.0908, 16.2786
Si, 0.4362, 13.647, 13.5337
Si, 4.3113, 2.5088, 20.0155
Si, 6.1312, 2.4575, 14.4421
Si, 7.1061, 5.9064, 18.8133
Si, 5.2168, 10.78, 9.5907
Si, 15.1768, 6.5737, 23.5383
Si, 17.9287, 10.2612, 20.6715
Si, 3.0711, 4.3404, 21.9365
Si, 11.4628, 9.5806, 14.8169
Si, 6.5812, 11.6059, 16.9851
Si, 5.2739, 8.2959, 13.1096
Si, 10.5321, 5.2117, 9.4297
Si, 3.7127, 6.9838, 15.4808
Si, 7.4854, 10.1432, 23.6206
Si, -2.1938, 8.4642, 18.8461
Si, -0.3872, 6.8003, 12.0542
Si, 1.6106, 11.0061, 12.3126
Si, 11.0425, 6.6991, 19.0522
Si, 3.8467, 8.1178, 10.3257
Si, 0.8147, 3.4974, 23.5594
Si, 10.1034, 3.772, 19.15
Si, 4.8446, 11.2808, 12.5534
Si, 7.8188, 6.3054, 13.4983
Si, 1.3318, 5.3984, 14.1404
O, 9.9313, 7.7065, 19.6688
O, 5.1038, 1.7331, 13.385
O, 11.4427, 2.8235, 19.3215
O, 7.3979, 12.5045, 18.0725
O, 4.1278, 7.9874, 14.25
O, 4.0555, 0.9123, 19.8565
O, 2.35, 8.0494, 10.9459
O, -1.0595, 4.0287, 17.513
O, 7.73, 4.9057, 12.627
O, 9.463, -1.849, 17.5257
O, 5.8056, 14.9039, 15.0077
O, 5.5, 9.9244, 13.2242
O, 10.7256, 8.1664, 11.1628
O, 17.6639, 5.0521, 17.4525
O, 1.3376, 10.6489, 15.7639
O, 6.0535, 12.4953, 15.7697
O, 1.5743, 7.4287, 19.1392
O, 19.6784, 3.0631, 19.7811
O, 7.5171, 18.3961, 18.432
O, 12.6614, 1.7224, 17.2988
O, 3.227, 11.101, 12.4417
O, 3.2364, 7.6319, 24.3054
O, 19.1527, 9.6503, 19.8025
O, 9.4265, 4.0884, 9.0955
O, 11.9553, 9.8492, 13.3042
O, 3.9043, 2.9823, 21.5375
O, 4.7137, 7.1338, 22.0585
O, 1.168, 10.4803, 10.8348
O, 5.1046, 6.2986, 15.9354
O, 18.5892, 10.5487, 16.3687
O, -2.7715, 2.7844, 11.1076
O, 6.6455, 7.4237, 13.292
O, 5.8865, 2.9335, 19.7373
O, 11.0375, 5.1462, 15.2219
O, 16.2081, 10.8875, 17.628
O, 10.1253, 11.6265, 16.9703
O, 0.3109, 2.1252, 15.0563
O, 3.5572, 5.0934, 23.31
O, 14.035, -3.2672, 16.8523
O, 11.771, 8.0421, 15.2205
O, 5.5318, 11.3934, 11.0673
O, 4.0983, -1.3396, 9.6829
O, 8.6539, 11.2325, 23.2182
O, 4.8362, 7.8624, 11.5888
O, 10.5948, 2.43, 23.0711
O, 3.3566, 5.3738, 20.7017
O, 7.6694, 5.875, 15.0873
O, -0.4827, 5.5362, 11.0152
O, 9.8494, 9.8863, 15.0102
O, 0.9275, 12.4562, 12.5455
O, 6.9411, 9.6508, 22.1729
O, 1.5474, 3.9099, 13.4815
O, 4.1781, 7.4009, 19.3114
O, 2.6934, 5.8554, 14.8934
O, 9.9465, 14.2478, 13.0204
O, 3.1646, 9.6319, 18.6809
O, 9.2373, 6.9669, 13.0238
O, 16.9407, 5.8416, 20.0351
O, 0.8948, 6.4578, 12.9946
O, 10.8489, 6.496, 17.4226
O, 16.5213, 9.7894, 19.9941
O, 1.4931, 4.0139, 22.1615
O, 10.6826, 5.2344, 19.7452
O, 23.4169, 4.3791, 17.3782
O, 14.1933, 3.175, 18.9431
O, 7.5886, 2.4708, 13.7097
H, 8.2875, 5.3075, 19.4161
H, 11.5548, 7.7701, 16.152

Results
free energy: -135767.616 eV
free energy less fixed offsets of H -15.97, O -568.88, Si -635.61 eV per atom: -0.346 eV

Forces (eV/angstrom), in the order of the atoms: element, x, y, z
Si, -0.0007, -0.0016, -0.0059
Si, 0.0044, -0.0041, 0.0048
Si, 0.0011, 0.0009, -0.0034
Si, 0.0013, -0.0017, 0.0032
Si, 0.0012, -0.0021, 0.0063
Si, -0.0011, -0.0006, -0.0044
Si, 0.0012, -0.0022, 0.0054
Si, 0.0007, 0.0008, -0.004
Si, -0.0044, 0.0039, -0.0002
Si, 0.0002, -0.0022, -0.004
Si, 0.0003, 0.0002, -0.0004
Si, 0.001, 0.0007, -0.0045
Si, -0.0026, 0.0034, -0.0022
Si, -0.0023, 0.0025, -0.0003
Si, -0.0015, 0.0026, -0.0027
Si, -0.0036, 0.0028, 0.0013
Si, 0.0032, -0.0046, 0.0017
Si, 0.0015, -0.0008, 0.0011
Si, 0.0003, -0.0008, 0.0014
Si, -0.0001, 0.0009, 0.0018
Si, -0.0006, 0.0011, 0.0031
Si, 0.0011, -0.0012, 0.0037
Si, 0.0027, -0.0034, -0.0008
Si, 0.0002, 0.0001, 0.0027
Si, 0.0856, -0.0194, 0.2993
Si, 0.0497, -0.069, -0.1081
Si, 0.1841, -0.0126, -0.1959
Si, -0.1989, 0.087, 0.2032
Si, 0.0143, -0.0547, -0.4916
Si, 0.3221, 0.0973, 0.5261
Si, 0.2483, -0.3122, 0.0894
Si, 0.0669, -0.0177, -0.1321
Si, -0.0001, 0.0249, -0.0367
Si, 0.0663, 0.1771, -0.0036
Si, -0.0518, -0.0778, -0.0084
Si, -0.0535, 0.0116, -0.0263
Si, -0.0687, 0.085, 0.0034
Si, 0.0656, -0.0186, 0.0019
Si, -0.0913, 0.0659, 0.0163
Si, 0.0707, 0.0356, -0.0086
Si, -0.0058, 0.0327, -0.0027
Si, 0.03, -0.0843, -0.0071
Si, 0.0026, 0.0014, -0.019
Si, 0.0641, -0.0221, -0.0339
Si, 0.0584, -0.0796, -0.0143
Si, -0.0204, 0.0192, -0.0076
Si, 0.0403, -0.0538, -0.0376
Si, -0.0317, -0.0141, -0.0123
Si, -0.0153, 0.0045, 0.0067
Si, 0.0115, 0.073, 0.0492
Si, -0.0954, 0.0212, 0.011
Si, 0.0181, 0.0102, 0.0135
Si, -0.0326, 0.0246, 0.0397
Si, -0.0004, -0.0161, 0.008
Si, -0.0014, 0.0009, 0.009
Si, -0.0294, 0.0796, 0.0045
Si, -0.0164, -0.0254, 0.0385
Si, 0.0924, -0.0131, -0.0151
Si, -0.0438, -0.1168, -0.0164
Si, 0.0104, 0.0119, 0.038
Si, 0.0866, -0.0248, -0.0167
Si, -0.0183, 0.0094, 0.0301
Si, 0, 0.024, 0.0387
Si, -0.0628, -0.162, -0.0274
Si, 0.0613, 0.3568, -0.3529
Si, -0.221, -0.1647, 0.1465
Si, -0.2826, -0.0159, -0.0023
Si, 0.056, 0.0812, 0.1405
Si, 0.0265, -0.0721, 0.172
Si, -0.0575, 0.2424, -0.1942
Si, 0.077, 0.0418, 0.2426
Si, -0.3663, -0.1504, -0.3414
Si, -0.001, 0.0044, 0.0004
Si, 0.0001, 0.0011, -0.0015
Si, 0.0002, 0.0041, 0.0031
Si, 0.0006, 0.0012, -0.0036
Si, 0.0002, 0.0002, -0.001
Si, -0.0051, -0.0003, -0.0004
Si, 0.0006, 0.0004, -0.0039
Si, -0.0007, 0, -0.0024
Si, -0.0006, -0.002, -0.0004
Si, 0.0001, -0.0007, 0.0053
Si, 0.0036, -0.0046, 0.0044
Si, -0.0012, 0.0026, -0.0003
Si, 0.002, -0.0051, 0.0019
Si, -0.0009, -0.0021, 0
Si, 0.0024, -0.0024, -0.0005
Si, 0.0042, -0.0012, 0.0032
Si, 0.0002, 0.0069, 0.0022
Si, -0.0031, 0.006, -0.0051
Si, -0.0006, 0.0023, -0.0098
Si, -0.0059, 0.0026, -0.0027
Si, 0.0011, -0.0062, -0.005
Si, 0.0002, -0.0021, 0.0039
Si, -0.0004, -0.0001, 0.0015
Si, -0.0061, 0.0028, -0.0061
O, -0.0006, 0.0009, -0.0006
O, -0.0007, 0.0011, 0.0021
O, 0.0036, -0.0001, -0.0012
O, -0.0013, -0.005, 0.002
O, -0.0028, 0.0021, 0.0026
O, -0.0009, 0.0012, -0.0005
O, 0.0028, -0.0002, 0.0033
O, 0.0009, -0.0017, -0.003
O, 0.0027, -0.0017, 0.0004
O, -0.0007, 0.0007, 0.0014
O, -0.0003, 0.0006, -0.0023
O, -0.0001, -0.0007, 0.0011
O, 0.0013, -0.0036, -0.0004
O, -0.0017, 0.001, 0.0028
O, -0.0002, 0.0001, 0.0015
O, -0.0015, 0.004, 0.0019
O, -0.0011, 0.0022, 0.0004
O, 0.0009, -0.0009, -0.0011
O, 0, -0.0004, -0.0011
O, -0.0008, 0.0003, -0.0002
O, -0.0004, -0.0003, 0.0029
O, 0.0015, -0.0023, -0.0033
O, -0.0002, 0.0038, -0.0026
O, 0.0016, -0.0012, -0.0054
Si, 0.0014, -0.0015, -0.0022
Si, -0.0011, -0.0032, 0.0052
Si, 0.0003, 0.0016, 0.0042
Si, 0.0046, -0.0029, -0.0032
Si, 0.0001, -0.0034, -0.0033
Si, 0.0017, -0.0027, 0.0001
Si, 0.0036, -0.0021, -0.0066
Si, 0.008, -0.0059, -0.0076
Si, 0.0071, 0.0064, -0.0008
Si, -0.0034, -0.0023, -0.0068
Si, -0.0006, 0.0005, 0.0001
Si, -0.0113, 0.0051, 0.0342
Si, -0.0011, -0.009, -0.0064
Si, -0.0003, -0.0034, 0.0013
Si, -0.0023, -0.0004, -0.0015
Si, 0.0009, -0.0042, -0.001
Si, 0.0035, -0.0014, -0.0025
Si, 0.0001, -0.0008, 0.0003
Si, -0.0013, 0.001, 0.0019
Si, 0.0025, -0.0006, -0.0007
Si, -0.0034, -0.0003, 0.0005
Si, 0.0031, -0.0723, 0.01
Si, 0.0027, -0.0014, -0.0046
Si, -0.0017, 0.0004, -0.0002
Si, 0.0019, -0.003, 0.0006
Si, 0.0154, -0.0188, -0.0384
Si, -0.001, 0.0008, 0.0001
Si, 0.0013, 0.0029, -0.0039
Si, 0.0022, 0.0007, 0.0052
Si, -0.0029, -0.0073, 0.0074
Si, -0.0003, 0.0043, -0.0059
Si, 0.0002, 0.0009, 0.0015
Si, -0.002, 0.0011, 0.0005
Si, -0.0003, 0.0001, -0.0055
Si, -0.0044, 0.0001, 0.0003
Si, 0.0036, 0.0007, -0.0014
Si, -0.0028, 0.0086, 0.0039
O, -0.0004, -0.0016, 0.0013
O, 0.0013, -0.0002, -0.0005
O, 0.0011, 0.001, 0.0003
O, -0.0019, 0.0012, 0.0038
O, 0.005, -0.0023, 0.0036
O, 0.0026, -0.0065, -0.003
O, 0.001, 0.0002, -0.0035
O, -0.0004, 0.0016, 0.0013
O, -0.0014, 0.001, -0.0005
O, -0.0065, 0.0079, -0.0049
O, 0.0005, 0.0013, 0.0017
O, 0, -0.0017, -0.0015
O, -0.0009, -0.0015, -0.0032
O, -0.0026, 0.0006, -0.0013
O, -0.0053, 0.0125, 0.0009
O, -0.0008, 0.002, -0.0016
O, 0.0069, 0.0005, 0.0005
O, -0.001, 0.0004, 0.0013
O, -0.0018, 0.0001, 0.0018
O, -0.0006, 0.0049, 0.005
O, 0.0073, 0.0002, -0.0025
O, 0.0017, -0.0018, -0.0041
O, -0.0014, -0.0009, 0.0015
O, -0.0004, -0.0002, -0.0011
O, -0.0074, 0.0064, 0.0145
O, 0.0002, 0, -0.0016
O, 0.0008, -0.0001, -0.0037
O, 0.001, -0.0012, -0.0043
O, -0.0054, 0.0045, 0.0052
O, 0.0013, -0.0007, 0.0058
O, -0.0002, 0.0005, 0.0014
O, -0.0003, 0, -0.001
O, 0.001, -0.0007, 0.0011
O, -0.0012, -0.0025, 0.0007
O, -0.0037, 0.0009, 0.0079
O, -0.0009, -0.0029, -0.0006
O, -0.0004, -0.0003, 0.0013
O, -0.0002, -0.0007, -0.0011
O, -0.0143, 0.0039, -0.0037
O, 0.0607, -0.0399, 0.6675
O, -0.0018, -0.0003, 0.0035
O, -0.0001, -0.0028, -0.0009
O, -0.0012, -0.0009, 0.0004
O, 0.0017, 0.0004, -0.0008
O, 0.0006, 0.0002, 0.0003
O, 0.0017, 0.0009, -0.0005
O, -0.0031, -0.0012, 0.0022
O, -0.001, 0.0018, 0.0005
O, 0.0295, -0.0032, 0.0054
O, -0.0011, 0.0067, -0.001
O, -0.0001, 0.0004, -0.0017
O, 0.0006, 0.0006, 0
O, -0.0053, 0.0056, -0.0094
O, 0.0046, 0.0025, 0.0058
O, -0.0013, 0.0002, -0.0014
O, -0.0007, -0.0073, -0.0029
O, -0.0038, -0.0016, -0.0009
O, 0.0004, -0.0003, 0.0001
O, -0.0003, -0.0032, 0.0008
O, -0.0191, -0.0094, 0.0107
O, -0.0072, 0.0033, -0.0048
O, 0.0029, 0.0001, -0.0014
O, -0.0009, -0.001, 0.0002
O, 0.0002, -0.0006, 0.0042
O, 0.0001, -0.0009, 0.0029
O, -0.0018, 0.0007, 0.0003
H, -0.0013, 0.0001, -0.0004
H, -0.0845, 0.1131, -0.6977

The program warned: the cutoff lies below the one the program advises for these potential files; the forces do not sum to zero within the program's tolerance; the exchange-correlation potential is rough where the density is thin.
